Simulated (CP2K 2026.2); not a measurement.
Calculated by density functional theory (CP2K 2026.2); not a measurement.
Periodic cell of 507 atoms, Si360O145H2, from a study of silicon, its oxide and their interface. The atomic structure is a simulated model.
Doubt: the forces sum to 1.29 eV/angstrom along one axis rather than to zero, so they err by at least 0.0025 eV/angstrom per atom on average; the grid cutoff is modest.

Settings
functional: PBE
method: Gaussian and plane waves
basis set: DZVP-MOLOPT-SR-GTH
pseudopotentials: GTH-PBE
grid cutoff: 350 Ry, relative cutoff 50 Ry
k points: Gamma only
occupations: fixed
spin: none
net charge: 0

Cell vectors (angstrom)
a	16.32	0	0
b	0	16.32	0
c	-3.0313	4.2696	35.0065

Atoms and the computed forces on them: element, x, y, z (angstrom), force x, y, z (eV/angstrom)
Si	1.686	14.722	0.09	0.019	-0.086	0.025
Si	1.336	5.231	34.989	0.046	0.176	-0.16
Si	1.121	4.376	0.05	0.152	0.006	-0.275
Si	4.329	6.53	0.049	-0.138	0.06	-0.161
Si	1.034	9.959	0.227	0.038	-0.203	-0.18
Si	3.845	12.503	0.111	-0.025	-0.086	-0.148
Si	6.603	15.109	0.103	0.052	-0.032	-0.214
Si	9.787	1.132	0.056	0.004	0.042	-0.132
Si	6.605	4.394	0.024	-0.059	-0.042	-0.195
Si	6.312	11.354	34.992	-0.063	0.066	-0.02
Si	7.061	9.222	0.015	0.056	0.049	-0.004
Si	6.769	16.199	34.988	0.038	-0.003	-0.15
Si	8.905	19.472	34.972	-0.092	0.045	-0.054
Si	11.75	5.951	34.996	-0.126	0.012	0.062
Si	12.569	3.848	0.074	-0.081	0.04	-0.046
Si	15.173	6.476	0.27	0.035	0.148	-0.259
Si	12.118	9.897	0.214	-0.023	-0.039	0.025
Si	15.042	12.122	0.129	0.026	0.015	-0.092
Si	2.827	16.266	1.45	-0.052	-0.074	-0.184
Si	5.449	2.712	1.268	-0.034	-0.037	-0.18
Si	2.739	5.438	1.421	-0.013	0.029	-0.246
Si	5.465	8.133	1.378	0.051	-0.04	-0.194
Si	2.703	10.973	1.502	-0.016	0.111	-0.185
Si	5.431	13.619	1.477	-0.11	-0.057	-0.227
Si	8.183	16.319	1.385	-0.021	0.022	-0.214
Si	10.95	2.694	1.398	0.078	0.041	-0.262
Si	8.183	5.515	1.379	0.013	0.055	-0.206
Si	10.915	8.199	1.38	0.023	0.095	-0.236
Si	8.221	10.816	1.371	-0.039	-0.031	-0.267
Si	10.84	13.617	1.354	0.005	-0.058	-0.252
Si	13.582	16.369	1.295	0.003	0.038	-0.33
Si	0.02	2.755	1.395	-0.023	0.081	-0.191
Si	13.651	5.323	1.578	-0.008	-0.005	-0.243
Si	-0.014	8.211	1.46	-0.077	0.016	-0.217
Si	13.567	11.04	1.622	0.063	-0.116	-0.277
Si	0.005	13.659	1.412	0.095	-0.036	-0.364
Si	1.404	1.362	2.721	0.018	-0.003	0.014
Si	4.076	4.017	2.741	0.051	-0.042	0.041
Si	1.422	6.86	2.795	-0.052	0.051	0.036
Si	4.105	9.533	2.746	0.01	-0.025	-0.029
Si	1.339	12.307	2.867	-0.098	0.029	0.085
Si	4.125	14.963	2.888	0.035	0.024	0.191
Si	6.84	1.42	2.721	-0.043	0	0.023
Si	9.557	4.105	2.71	-0.041	-0.013	-0.025
Si	6.816	6.818	2.807	0.015	-0.001	0.124
Si	9.564	9.522	2.822	0.007	-0.034	0.046
Si	6.832	12.206	2.737	0.086	-0.026	-0.023
Si	9.483	14.932	2.77	0.013	-0.034	0.089
Si	12.272	1.35	2.805	0.037	-0.032	0.007
Si	15.035	4.03	2.903	0.063	-0.05	0.218
Si	12.248	6.799	2.768	-0.019	0.044	0.013
Si	14.921	9.54	2.853	0	-0.046	0.079
Si	12.208	12.405	2.873	0.017	0.094	0.149
Si	14.962	15.05	2.725	-0.03	-0.006	-0.009
Si	0.024	16.361	4.125	-0.026	0	-0.004
Si	2.73	2.701	4.155	0.057	0.061	-0.014
Si	0.065	5.479	4.191	-0.051	-0.028	-0.064
Si	2.77	8.205	4.172	-0.05	-0.086	0.037
Si	-0.011	10.901	4.212	0.068	0.017	-0.08
Si	2.73	13.631	4.242	-0.046	0.005	-0.064
Si	5.507	16.378	4.169	-0.045	-0.05	-0.071
Si	8.195	2.763	4.116	-0.032	-0.044	0.011
Si	5.44	5.411	4.134	0.058	0.032	-0.086
Si	8.18	8.172	4.198	-0.005	0.017	-0.098
Si	5.465	10.877	4.134	0.01	0.009	0.015
Si	8.149	13.575	4.158	0.023	0.06	-0.01
Si	10.871	16.304	4.148	0.059	0.032	-0.068
Si	13.625	2.691	4.223	0.041	-0.042	-0.033
Si	10.884	5.447	4.137	0.028	0.016	0.012
Si	13.577	8.153	4.188	0.049	0.07	0.026
Si	10.895	10.934	4.192	-0.049	-0.032	-0.071
Si	13.637	13.718	4.185	-0.097	-0.035	0.014
Si	1.363	14.994	16.531	-0.05	-0.023	0.026
Si	4.038	17.69	16.493	-0.022	0.057	-0.002
Si	1.363	4.096	16.557	0.029	0.015	0.072
Si	4.097	6.8	16.553	0.027	-0.017	0.04
Si	1.379	9.532	16.538	0.037	-0.02	0.029
Si	4.094	12.25	16.529	0.011	0.01	0.013
Si	6.819	14.967	16.481	0.009	0.024	-0.025
Si	9.544	17.715	16.515	0.009	-0.038	0.02
Si	6.82	4.129	16.524	-0.027	-0.038	0.021
Si	9.534	6.81	16.542	0.03	0.019	0.045
Si	6.844	9.524	16.532	0.019	0.014	0.028
Si	9.576	12.257	16.545	0.003	-0.005	0.045
Si	12.27	15	16.54	0.016	-0.046	0.05
Si	-1.329	17.727	16.545	-0.005	0.017	0.058
Si	12.282	4.119	16.511	-0.058	0.038	-0.03
Si	-1.342	6.812	16.57	-0.001	0.009	0.039
Si	12.268	9.529	16.588	-0.037	-0.005	0.043
Si	-1.373	12.246	16.557	0.022	0.008	0.056
Si	2.692	16.361	17.925	0.056	0.009	0.025
Si	5.396	2.756	17.802	0.022	-0.012	0.063
Si	2.697	5.473	17.943	0.033	-0.05	0.06
Si	5.525	8.119	17.902	-0.111	0.079	-0.033
Si	2.757	10.869	17.908	-0.081	0.01	0.092
Si	5.443	13.651	17.866	0.061	-0.04	0.002
Si	8.204	16.293	17.841	-0.064	0.005	0.053
Si	10.865	2.826	17.862	0.14	0.038	-0.033
Si	8.17	5.479	17.945	0.02	-0.031	-0.026
Si	10.915	8.121	17.939	-0.055	0.065	0.149
Si	8.221	10.879	17.901	0.032	-0.081	0.094
Si	10.941	13.625	17.933	-0.037	0.086	-0.045
Si	13.601	16.402	17.907	0.045	-0.107	0.036
Si	0.033	2.733	17.972	-0.039	-0.021	0.052
Si	13.667	5.392	17.939	-0.122	0.036	0.196
Si	0.011	8.2	17.932	0.032	-0.057	-0.034
Si	13.607	10.901	17.992	-0.014	0.052	-0.087
Si	-0.019	13.643	17.891	0.049	0.034	0.079
Si	1.348	17.675	19.385	-0.012	-0.026	-0.028
Si	4.077	4.072	19.264	0.023	-0.077	-0.046
Si	1.344	6.86	19.34	0.005	-0.001	-0.001
Si	4.181	9.484	19.239	0.061	-0.023	-0.193
Si	1.343	12.254	19.234	0.019	-0.052	-0.133
Si	4.064	14.991	19.253	-0.049	-0.049	-0.07
Si	6.735	17.645	19.076	-0.043	-0.079	-0.234
Si	9.49	4.093	19.312	0.082	0.069	0.019
Si	6.837	6.801	19.377	-0.001	0.049	0.072
Si	9.548	9.48	19.332	-0.06	0.022	-0.086
Si	6.875	12.328	19.186	0.014	0.124	-0.103
Si	9.618	15.035	19.29	-0.044	0.004	-0.008
Si	12.274	17.869	19.21	-0.071	0.082	-0.12
Si	-1.27	4.091	19.412	-0.015	0.154	-0.059
Si	12.249	6.691	19.314	0.033	-0.3	-0.191
Si	-1.351	9.515	19.339	-0.003	0.038	-0.026
Si	12.261	12.29	19.375	0.026	-0.059	-0.004
Si	-1.372	15.026	19.291	0.044	-0.004	-0.015
Si	-0.019	16.302	20.781	-0.013	-0.009	0.322
Si	2.751	2.713	20.705	0.021	0.071	0.271
Si	0.064	5.506	20.834	-0.049	0.008	0.179
Si	2.8	8.192	20.643	0.019	-0.041	0.216
Si	-0.038	10.953	20.676	0.042	0.1	0.13
Si	2.714	13.607	20.59	-0.061	0.027	0.164
Si	5.454	16.353	20.55	0.032	0.028	0.176
Si	7.998	2.67	20.434	-0.03	-0.011	0.34
Si	5.426	5.407	20.674	-0.112	-0.083	0.25
Si	8.2	8.134	20.816	0.047	0.169	0.21
Si	5.574	10.913	20.482	0.001	-0.008	0.243
Si	8.256	13.617	20.623	0.018	-0.041	0.2
Si	10.869	16.645	20.56	0.042	-0.232	0.333
Si	13.657	2.706	20.741	0.055	-0.061	0.174
Si	10.884	5.332	20.79	0.034	0.078	0.138
Si	13.658	8.029	20.625	-0.041	-0.003	0.171
Si	10.922	10.853	20.701	-0.051	-0.091	0.215
Si	13.571	13.749	20.725	-0.074	0.124	0.304
Si	1.126	14.616	22.033	0.012	-0.043	0.047
Si	4.299	17.796	22.018	0.075	-0.022	0.194
Si	1.696	4.333	22.092	0.083	0.098	0.092
Si	3.891	6.56	22.035	-0.068	-0.032	-0.013
Si	1.72	9.914	21.838	-0.063	-0.033	0.273
Si	4.014	12.063	21.779	-0.001	-0.005	0.277
Si	7.06	15.236	21.835	0.139	-0.009	0.245
Si	9.108	17.591	21.932	0.084	0.069	-0.014
Si	6.477	3.685	21.904	0.061	0.158	0.056
Si	9.826	6.965	22.152	-0.022	-0.078	0.158
Si	7.079	9.892	21.996	0.045	-0.033	-0.085
Si	9.379	12.045	22.043	-0.025	-0.088	-0.069
Si	12.424	15.537	21.908	-0.072	0.007	-0.143
Si	-1.559	17.502	22.195	0.073	-0.053	0.009
Si	12.491	4.166	22.168	-0.177	0.016	0.372
Si	-1.63	6.555	22.211	0.305	0.167	0.328
Si	12.066	9.131	21.888	0.029	0.212	0.197
Si	-1.199	12.539	22.054	-0.012	-0.047	0.109
Si	13.358	4.871	30.054	0.185	0.268	-0.563
Si	6.655	18.154	26.572	-0.098	0.045	0.42
Si	3.12	12.349	28.288	-0.075	-0.044	-0.003
Si	10.076	18.213	29.819	-0.203	0.024	-0.512
Si	-0.937	8.338	32.05	-0.09	0.211	-0.467
Si	13.076	20.327	33.04	0.193	0.092	-0.259
Si	7.482	12.564	26.274	0.06	0.071	0.487
Si	-2.21	13.264	32.502	0.185	-0.079	-0.456
Si	13.36	12.221	24.651	-0.023	-0.126	0.535
Si	5.693	7.996	27.084	-0.022	-0.084	0.486
Si	8.39	10.575	29.901	-0.025	0.048	-0.389
Si	10.788	18.183	32.937	-0.054	-0.234	-0.213
Si	5.104	19.409	30.466	-0.065	0.257	-0.37
Si	9.709	5.613	25.066	0.134	0.095	0.354
Si	7.779	9.568	32.827	0.095	0.035	-0.151
Si	-1.895	11.259	27.172	0.069	-0.039	0.374
Si	8.788	15.401	29.226	-0.127	-0.142	0.045
Si	6.398	15.264	27.645	-0.164	0.125	0.323
Si	5.082	8.559	24.142	-0.051	-0.017	0.134
Si	13	7.879	30.071	-0.006	0.084	-0.152
Si	8.273	3.11	24.203	-0.067	-0.144	0.238
Si	11.056	12.636	33.237	-0.101	-0.032	-0.156
Si	3.402	5.912	27.866	-0.079	-0.084	0.075
Si	-1.187	17.714	28.97	0.007	-0.108	0.047
Si	5.757	13.456	24.07	-0.074	-0.036	0.073
Si	13.067	8.509	27.153	-0.115	0.001	0.325
Si	2.081	9.24	24.675	-0.189	-0.042	0.55
Si	10.118	13.815	26.777	-0.077	-0.051	0.463
Si	12.439	19.101	28.002	0.093	0.041	0.182
Si	10.038	13.013	30.453	-0.043	0.168	-0.414
Si	0.881	5.855	32.015	0.253	-0.137	-0.589
Si	12.431	4.3	25.244	0.005	0.115	0.342
Si	11.04	13.964	24.002	-0.209	-0.009	0.266
Si	10.498	8.558	28.739	0.033	0.029	0.047
Si	-0.181	3.977	29.774	0.019	0.017	-0.162
Si	12.56	13.076	28.561	0.04	-0.02	0.087
Si	3.783	5.778	31.034	-0.118	-0.316	-0.433
Si	8.426	6.58	27.722	-0.035	-0.002	0.232
Si	3.854	14.608	26.396	0.011	-0.166	0.67
Si	2.559	15.28	32.85	-0.187	-0.063	-0.145
Si	1.031	10.319	27.243	-0.136	-0.033	0.222
Si	0.951	7.356	26.665	0.066	0.094	0.353
Si	4.819	17.444	32.82	0.079	0.178	-0.185
Si	1.309	13.516	30.515	-0.156	-0.096	-0.335
Si	-1.786	6.517	25.337	0.062	0.073	0.298
Si	3.9	19.162	27.593	0.044	0.146	0.25
Si	0.875	18.887	27.314	0.162	0.013	0.428
Si	-1.496	14.702	29.844	0.165	-0.056	-0.229
Si	0.43	18.745	24.308	-0.047	0.144	0.227
Si	5.523	7.376	32.859	-0.158	-0.147	-0.241
Si	2.566	16.342	24.228	0.147	-0.122	0.165
Si	5.846	10.795	28.198	-0.023	0.092	0.05
Si	-0.037	11.262	32.225	-0.047	-0.013	-0.425
Si	7.782	3.669	28.945	-0.14	-0.046	0.04
Si	1.356	15.01	5.557	0.043	-0.04	-0.025
Si	4.109	1.377	5.545	-0.009	-0.022	-0.042
Si	1.404	4.091	5.548	0.002	0.01	-0.034
Si	4.11	6.802	5.528	-0.003	0.01	-0.057
Si	1.388	9.545	5.555	-0.024	0.024	-0.05
Si	4.116	12.238	5.545	-0.032	0.015	-0.022
Si	6.828	14.977	5.538	0	0.002	-0.028
Si	9.53	1.381	5.512	0.003	-0.003	-0.062
Si	6.824	4.091	5.523	-0.006	0.008	-0.059
Si	9.544	6.8	5.546	-0.04	0.013	-0.031
Si	6.811	9.54	5.549	0.038	-0.024	-0.034
Si	9.518	12.259	5.564	-0.015	-0.018	-0.017
Si	12.245	15.008	5.569	0.048	0.048	-0.018
Si	15.001	1.354	5.57	-0.045	0.026	-0.016
Si	12.246	4.094	5.534	0.026	-0.008	-0.031
Si	14.977	6.813	5.549	0.013	0.01	-0.03
Si	12.247	9.549	5.554	-0.003	-0.024	-0.021
Si	14.959	12.294	5.554	-0.003	-0.02	-0.031
Si	2.742	16.348	6.923	-0.014	0.012	0.006
Si	5.467	2.741	6.911	-0.004	0	0.015
Si	2.754	5.457	6.92	0.001	-0.017	-0.002
Si	5.458	8.167	6.912	0.012	-0.011	0.009
Si	2.749	10.897	6.928	0.011	-0.021	0.01
Si	5.463	13.618	6.915	-0.01	0.016	-0.015
Si	8.185	16.342	6.908	0.008	-0.028	0.004
Si	10.886	2.734	6.906	0.005	-0.003	-0.009
Si	8.174	5.449	6.913	0.003	0.006	0.008
Si	10.893	8.176	6.918	0	0.028	0.005
Si	8.165	10.896	6.932	-0.009	0.023	0.009
Si	10.889	13.625	6.923	0.019	-0.016	0.008
Si	13.618	16.344	6.942	-0.007	-0.013	0.035
Si	0.033	2.739	6.922	-0.017	0.011	0.003
Si	13.613	5.449	6.914	0.01	0.006	-0.009
Si	0.02	8.18	6.917	-0.002	-0.001	-0.005
Si	13.61	10.914	6.923	0.004	0.001	-0.015
Si	0.011	13.634	6.932	-0.014	0.006	-0.007
Si	1.387	1.385	8.301	0.021	0.008	-0.002
Si	4.112	4.099	8.293	0.02	0.027	0
Si	1.382	6.818	8.286	-0.028	-0.009	0.004
Si	4.103	9.528	8.294	-0.023	0.003	0.004
Si	1.382	12.264	8.291	0.016	0.012	0.003
Si	4.098	14.975	8.29	-0.019	-0.027	0.003
Si	6.821	1.376	8.287	-0.02	-0.019	-0.006
Si	9.533	4.093	8.289	-0.009	-0.01	-0.004
Si	6.821	6.814	8.289	0.006	0.009	-0.005
Si	9.533	9.534	8.295	-0.013	-0.022	0.004
Si	6.814	12.263	8.302	0.009	-0.002	0.004
Si	9.537	14.987	8.297	0.018	0.028	-0.005
Si	12.251	1.39	8.296	0.038	0.026	0
Si	14.98	4.096	8.288	-0.009	-0.008	0.007
Si	12.26	6.819	8.287	0.01	0.008	0.007
Si	14.981	9.548	8.286	0.021	0.017	0.006
Si	12.249	12.265	8.298	-0.021	-0.024	0.002
Si	14.972	14.98	8.312	-0.025	-0.022	0.001
Si	0.02	16.344	9.67	-0.002	0.001	0.001
Si	2.747	2.745	9.668	-0.017	-0.01	0.005
Si	0.017	5.463	9.659	0.007	0.004	0.001
Si	2.735	8.177	9.668	0.016	0.001	0.007
Si	0.021	10.902	9.667	-0.008	-0.006	0.001
Si	2.74	13.619	9.67	0.001	0.005	0.001
Si	5.459	16.336	9.664	0.004	0.006	-0.009
Si	8.176	2.736	9.668	0.006	0.003	0
Si	5.463	5.462	9.669	-0.002	-0.008	0.001
Si	8.178	8.174	9.666	-0.003	0.006	0.003
Si	5.457	10.895	9.67	0.002	0.006	0.001
Si	8.179	13.623	9.672	-0.009	-0.006	0.001
Si	10.898	16.344	9.672	-0.006	-0.022	-0.003
Si	13.615	2.746	9.665	-0.016	-0.003	0.004
Si	10.897	5.458	9.66	0.003	0.001	-0.001
Si	13.622	8.184	9.659	-0.003	0	0.005
Si	10.895	10.898	9.666	0.017	0.014	0.002
Si	13.613	13.615	9.676	0.012	0.004	0.011
Si	1.376	14.978	11.041	0	0	0.003
Si	4.099	1.377	11.039	0.005	0	-0.005
Si	1.379	4.106	11.033	0.006	-0.005	0
Si	4.098	6.82	11.041	-0.003	0	-0.001
Si	1.377	9.539	11.046	0.004	0.003	0.004
Si	4.095	12.252	11.046	-0.001	-0.005	0.004
Si	6.817	14.979	11.047	-0.001	-0.002	-0.003
Si	9.537	1.381	11.048	0.003	-0.001	-0.003
Si	6.82	4.1	11.042	-0.005	0.003	-0.005
Si	9.542	6.819	11.039	-0.011	0.002	0.002
Si	6.822	9.536	11.04	0.004	-0.004	-0.004
Si	9.539	12.258	11.042	-0.003	0.006	-0.001
Si	12.256	14.98	11.045	0.014	-0.005	-0.001
Si	14.974	1.384	11.036	-0.001	0.005	-0.002
Si	12.26	4.108	11.041	0.007	-0.001	0.003
Si	14.981	6.825	11.037	0.002	0.002	0.006
Si	12.264	9.542	11.036	-0.018	-0.002	-0.001
Si	14.978	12.256	11.046	-0.006	-0.002	0.004
Si	2.733	16.34	12.411	0.007	-0.001	-0.002
Si	5.452	2.744	12.411	0.01	-0.01	-0.009
Si	2.733	5.464	12.413	-0.005	0.005	0.006
Si	5.458	8.182	12.414	0.007	0.004	-0.009
Si	2.733	10.897	12.427	0.006	-0.002	0
Si	5.46	13.61	12.419	-0.008	0.005	-0.009
Si	8.176	16.341	12.423	0	-0.007	-0.001
Si	10.903	2.745	12.415	-0.012	0.007	-0.003
Si	8.181	5.461	12.414	0.002	-0.007	0.002
Si	10.906	8.182	12.409	0.035	0.013	-0.003
Si	8.188	10.89	12.415	-0.026	0.001	-0.001
Si	10.902	13.615	12.418	-0.01	-0.004	-0.002
Si	13.621	16.339	12.413	-0.02	-0.001	0.001
Si	0.01	2.751	12.401	0.002	-0.025	-0.005
Si	13.619	5.472	12.415	-0.001	-0.007	0.008
Si	0.018	8.179	12.424	-0.007	0.004	0.004
Si	13.623	10.893	12.422	0.007	0.01	0
Si	0.015	13.62	12.419	0.009	0.008	-0.002
Si	1.361	17.706	13.77	-0.018	0.025	-0.001
Si	4.089	4.101	13.783	0.016	-0.012	0.003
Si	1.377	6.816	13.8	0.038	-0.02	0
Si	4.099	9.533	13.796	0.001	0.014	-0.002
Si	1.365	12.257	13.799	-0.004	0.009	-0.003
Si	4.088	14.971	13.781	0.011	-0.004	-0.008
Si	6.81	17.709	13.786	-0.029	0.015	-0.006
Si	9.546	4.108	13.788	0.008	-0.027	0.003
Si	6.819	6.824	13.784	-0.017	0.009	0
Si	9.556	9.538	13.792	-0.014	-0.006	0.002
Si	6.825	12.243	13.787	0.038	-0.008	-0.013
Si	9.545	14.978	13.79	-0.008	0.009	0.005
Si	12.269	17.705	13.783	0.035	-0.034	-0.01
Si	14.982	4.112	13.785	-0.01	0.016	0.003
Si	12.264	6.835	13.793	-0.06	0.023	-0.005
Si	14.975	9.532	13.806	0.002	-0.004	-0.002
Si	12.263	12.255	13.795	0.006	-0.002	-0.001
Si	14.976	14.981	13.794	0.004	-0.01	0.008
Si	0.01	16.356	15.159	0.028	-0.007	-0.013
Si	2.702	2.753	15.142	0.017	-0.044	-0.015
Si	0.013	5.463	15.181	-0.012	-0.008	-0.014
Si	2.744	8.17	15.174	-0.02	0.012	-0.001
Si	0.006	10.898	15.181	0.017	0.017	-0.009
Si	2.728	13.62	15.166	0.012	-0.007	0.009
Si	5.439	16.342	15.143	0.043	-0.003	0.003
Si	8.174	2.753	15.153	0.013	0.015	0.019
Si	5.45	5.466	15.151	-0.004	-0.007	-0.016
Si	8.194	8.173	15.155	0.005	0.021	-0.028
Si	5.468	10.887	15.168	-0.03	-0.015	0.017
Si	8.198	13.595	15.152	-0.063	-0.015	0.004
Si	10.909	16.348	15.155	-0.023	0.006	0
Si	13.631	2.746	15.153	-0.052	-0.027	-0.018
Si	10.905	5.473	15.159	0.062	0.021	-0.03
Si	13.62	8.176	15.194	0.009	0.004	0.008
Si	10.924	10.884	15.179	0.003	0.023	0.004
Si	13.615	13.62	15.17	-0.006	0.01	-0.018
O	1.945	15.097	23.381	0.213	-0.118	-0.233
O	-0.286	17.853	34.469	0.1	0.163	0.643
O	10.222	13.708	34.12	0.009	-0.192	0.136
O	8.162	16.329	22.441	0.097	-0.039	-0.56
O	11.601	13.322	27.266	-0.109	0.061	-0.26
O	8.923	8.93	33.79	-0.052	0.142	0.059
O	12.489	4.159	28.88	-0.2	0.098	0.095
O	8.262	10.92	22.606	-0.293	0.025	-0.639
O	4.497	6.925	27.265	0.198	0.091	-0.151
O	9.42	6.3	23.619	0.061	-0.135	-0.326
O	2.217	11	28.126	0.143	-0.165	-0.093
O	9.511	14.884	27.849	-0.122	-0.194	-0.342
O	13.588	16.43	22.733	-0.072	0.121	-0.338
O	12.219	3.634	23.751	0.009	0.087	-0.874
O	0.537	5.636	33.588	-0.003	-0.159	0.586
O	7.822	4.297	34.398	-0.053	-0.337	0.497
O	2.487	20.462	34.451	-0.105	0.048	0.64
O	1.23	9.291	23.291	-0.315	0.094	-0.468
O	2.445	9.752	34.43	0.062	-0.228	0.494
O	5.06	18.527	26.646	0.088	0.006	-0.317
O	6.083	6.135	33.749	0.038	0.059	0.316
O	7.011	12.621	24.716	0.113	-0.077	-0.398
O	5.159	12.419	34.412	0.171	0.183	0.302
O	3.444	5.971	29.471	0.038	0.112	0.328
O	7.953	15.131	34.444	0.02	0.122	0.629
O	12.59	5.445	33.651	-0.094	0.047	0.055
O	10.309	14.547	25.342	0.018	0.139	-0.406
O	8.471	10.071	31.439	0.157	-0.228	0.428
O	9.304	18.494	23.323	-0.045	-0.159	-0.129
O	0.779	8.726	27.58	-0.285	-0.117	-0.16
O	10.635	7.052	34.405	-0.053	0.038	0.363
O	-2.052	14.371	31.327	0.13	-0.177	0.413
O	0.253	19.273	25.854	-0.274	0.152	-0.56
O	4.823	14.057	25.236	0.056	-0.158	-0.376
O	2.822	5.438	22.675	-0.281	-0.029	-0.619
O	8	5.138	28.314	0.044	0.127	-0.075
O	8.937	6.503	26.185	0.302	0.102	-0.536
O	9.657	7.156	28.632	0.235	-0.228	-0.161
O	2.584	13.215	29.555	0.094	0.108	0.273
O	-2.336	8.482	31.205	-0.044	0.061	0.288
O	13.189	15.318	34.69	0.057	-0.162	0.292
O	5.91	8.197	25.491	0.077	0.114	-0.51
O	12.54	13.16	32.86	-0.182	0.245	-0.009
O	6.69	8.421	32.472	0.185	-0.044	-0.105
O	7.037	10.795	33.611	-0.04	0.298	0.073
O	9.142	4.088	25.154	-0.146	-0.183	-0.15
O	-0.008	14.03	29.658	-0.015	-0.09	0.092
O	3.691	16.353	32.379	-0.112	0.089	-0.041
O	13.34	4.041	31.439	0.01	-0.296	0.453
O	11.198	18.24	28.623	0.019	-0.04	0.023
O	3.699	9.372	24.489	0.17	0.04	0.133
O	3.826	16.988	23.4	0.131	-0.106	-0.287
O	6.08	16.735	33.576	0.2	0.084	0.296
O	11.895	19.281	33.354	0.122	0.066	0.013
O	-1.242	8.104	33.632	0.099	-0.149	0.398
O	11.186	11.225	34.012	-0.182	-0.142	0.328
O	-0.048	7.088	31.484	-0.066	-0.146	0.216
O	-0.326	11.161	27.604	-0.043	0.125	-0.171
O	1.474	16.03	33.806	0.178	-0.088	-0.027
O	6.104	9.45	23.245	-0.054	0.102	0.119
O	11.451	8.77	27.401	0.206	0.134	-0.216
O	9.098	12.543	26.54	-0.022	-0.059	-0.344
O	9.353	9.691	28.921	-0.069	0.124	-0.067
O	5.355	18.961	22.57	0.002	0.176	-0.337
O	-0.77	18.806	30.122	0.122	-0.022	-0.038
O	-1.425	5.004	29.5	-0.203	0.128	-0.063
O	1.048	3.672	23.461	-0.224	0.123	-0.219
O	4.249	4.229	31.262	0.128	0.059	0.01
O	7.454	18.93	27.76	0.121	0.073	-0.333
O	2.946	15.782	25.725	-0.011	0.544	-0.306
O	-0.95	18.232	23.574	-0.012	0.153	-0.378
O	-0.015	13.548	22.657	0.188	0.311	-0.286
O	4.817	12.515	23.146	-0.137	-0.064	-0.213
O	11.275	16.806	33.689	-0.036	-0.151	0.255
O	6.864	16.553	26.771	0.038	-0.089	-0.118
O	2.802	11.076	22.344	0.12	-0.313	-0.583
O	4.313	8.111	33.662	-0.117	-0.098	0.346
O	-1.568	11.831	32.043	-0.301	-0.199	-0.079
O	2.459	18.503	27.221	0.015	0.007	-0.214
O	1.881	6.284	27.445	-0.197	-0.035	0.05
O	13.919	4.994	25.366	0.188	-0.288	0.021
O	13.429	11.696	28.404	0.088	0.082	0.077
O	9.402	14.52	30.456	0.304	-0.139	0.141
O	2.994	13.344	26.989	0.109	0.019	-0.264
O	13.926	9.801	26.679	-0.007	-0.07	-0.026
O	10.904	8.163	22.574	-0.111	0.049	-0.344
O	4.683	7.192	23.337	0.15	-0.144	0.163
O	-0.063	9.695	31.788	0.194	-0.056	0.008
O	11.191	15.189	22.96	-0.077	0.226	-0.326
O	5.365	18.16	31.458	-0.004	-0.321	0.293
O	11.299	5.477	25.432	0.081	0.198	0.075
O	-1.968	11.823	23.374	0.245	-0.007	-0.366
O	11.557	12.992	29.839	-0.225	-0.039	0.195
O	0.042	17.599	27.894	0.126	0.013	0.147
O	0.95	12.105	31.244	-0.014	-0.047	0.178
O	10.158	12.39	31.923	-0.078	-0.041	0.517
O	-1.343	13.715	33.802	0.22	0.21	0.204
O	7.39	4.088	23.228	-0.029	0.248	-0.287
O	12.261	19.48	26.424	-0.233	-0.186	-0.255
O	-1.995	12.36	25.973	-0.119	-0.015	-0.177
O	9.374	18.701	33.569	-0.074	0.091	0.204
O	-1.325	6.967	23.82	0.254	0.22	-0.773
O	3.289	14.073	33.665	0.026	-0.247	0.386
O	-0.471	6.651	26.313	-0.252	-0.139	-0.03
O	10.13	12.773	23.33	0.076	0.162	0.109
O	6.341	14.692	23.208	-0.19	0.109	-0.257
O	10.711	18.048	31.309	0.259	-0.198	0.658
O	13.336	7.435	25.971	-0.217	-0.1	-0.067
O	13.273	9.758	34.545	-0.052	-0.092	0.711
O	3.808	4.442	27.313	0.255	-0.061	-0.262
O	7.103	7.539	27.773	0.034	0.218	-0.259
O	13.794	18.212	28.186	-0.014	0.246	-0.253
O	-1.391	16.306	29.704	0.021	-0.055	0.107
O	7.142	15.32	29.112	0.147	-0.073	0.036
O	0.505	11.431	33.749	-0.074	-0.009	0.537
O	4.186	18.57	33.811	0.192	0.121	0.101
O	12.712	6.312	30.361	-0.131	-0.05	0.234
O	5.175	9.371	27.798	-0.232	-0.17	0.018
O	13.7	14.236	28.746	-0.043	-0.013	-0.086
O	4.255	18.887	29.164	0.15	-0.265	0.034
O	2.477	6.168	31.913	0.088	0.301	0.405
O	0.707	3.805	28.399	-0.207	0.016	-0.093
O	11.518	8.589	30.034	-0.101	0.049	-0.201
O	-1.885	19.806	33.766	-0.207	0.159	0.107
O	1.489	10.41	25.67	0.247	0.055	-0.407
O	6.525	3.731	29.982	-0.123	0.13	0.155
O	1.441	17.489	24.355	0.155	0.023	-0.184
O	6.792	11.264	26.957	-0.11	0.113	-0.273
O	0.662	4.551	31.035	-0.052	0.061	0.372
O	6.925	13.901	26.985	0.139	-0.032	-0.352
O	4.672	11.88	28.533	0.043	0.28	-0.046
O	9.126	16.944	29.505	-0.202	0.134	-0.07
O	4.758	15.21	27.653	-0.193	-0.266	-0.11
O	4.976	6.792	31.437	0.351	0.389	0.211
O	7.278	18.533	25.132	-0.098	0.048	-0.614
O	1.759	14.677	31.562	0.188	0.183	0.528
O	13.517	5.43	22.402	0.125	0.159	-0.08
O	13.687	8.018	28.592	-0.041	-0.188	0.112
O	12.615	13.617	24.304	-0.136	0.016	0.143
O	1.759	7.776	25.32	0.127	-0.059	-0.501
O	6.814	10.579	29.489	-0.151	-0.26	0.258
O	8.952	12.094	29.667	0.064	0.171	0.035
O	9.136	19.55	29.74	0.329	-0.186	0.325
O	12.958	9.458	23.262	-0.121	0.224	0.158
H	13.692	10.109	23.167	-0.007	-0.134	-0.09
O	12.151	11.178	24.962	-0.044	0.244	-0.306
H	12.209	10.321	24.473	0.008	-0.038	0.055

Results
total energy: -102127.592 eV
total energy less fixed offsets of H -15.91, O -438.35, Si -107.03 eV per atom: -4.222 eV
